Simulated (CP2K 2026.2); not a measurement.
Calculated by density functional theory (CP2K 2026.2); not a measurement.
Periodic cell of 521 atoms, Si360O161, from a study of silicon, its oxide and their interface. The atomic structure is a simulated model.
Doubt: the forces sum to 0.91 eV/angstrom along one axis rather than to zero, so they err by at least 0.0018 eV/angstrom per atom on average; the grid cutoff is modest.

Settings
functional: PBE
method: Gaussian and plane waves
basis set: DZVP-MOLOPT-SR-GTH
pseudopotentials: GTH-PBE
grid cutoff: 300 Ry, relative cutoff 40 Ry
k points: Gamma only
occupations: fixed
spin: none
net charge: 0

Cell vectors (angstrom)
a 16.32 0 0
b 0 16.32 0
c -1.7733 -1.7525 34.619

Atoms and the computed forces on them: element, x, y, z (angstrom), force x, y, z (eV/angstrom)
Si -4.672 -1.57 -5.607 0.1 0.618 0.075
Si 2.95 0.297 -4.657 -0.015 0.074 0.107
Si -1.51 4.174 -4.645 0.003 0.045 0.054
Si 3.295 8.742 0.277 0.099 0.259 0.559
Si -2.549 -7.374 -4.024 0.012 0.079 -0.087
Si -0.997 -1.274 22.615 -0.279 -0.213 -0.677
Si 4.106 -5.112 -3.923 0.115 -0.055 -0.007
Si 3.54 3.008 0.015 0.635 0.087 0.323
Si -8.519 7.239 -2.614 0.075 -0.084 0.072
Si -7.631 -7.636 -7.542 -0.286 -0.01 -0.499
Si 1.274 -6.789 -7.058 0.06 -0.063 0.055
Si 0.543 -1.734 -4.922 0.022 0.124 0.096
Si -8.799 2.599 -3.309 0.128 0.062 0.071
Si -3.955 0.616 -5.296 -0.146 -0.677 -0.06
Si -5.553 6.416 -1.932 -0.098 -0.294 0.504
Si 2.145 6.683 -6.866 0.076 0.085 0.08
Si -7.146 -1 -7.498 0.047 -0.054 0.054
Si -3.81 6.199 -4.261 -0.056 -0.099 -0.204
Si 0.307 0.17 -0.05 0.034 0.081 0.748
Si 1.952 2.02 -2.173 0.075 0.017 0.109
Si -0.579 5.49 -0.431 -0.077 -0.087 -0.044
Si 2.692 -7.728 -2.773 -0.015 0.111 -0.058
Si 0.476 -4.997 0.094 0.134 0.232 0.649
Si 2.274 -3.39 0.253 -0.282 0.037 0.47
Si -10.556 -0.964 -0.612 -0.048 0.018 0.057
Si -7.493 2.479 -0.456 0.32 -0.491 0.295
Si 4.969 4.981 0.217 -0.136 -0.385 0.637
Si -8.079 8.2 0.233 -0.114 -0.134 0.622
Si 4.916 -5.721 0.238 0.021 0.006 -0.061
Si -5.708 -4.263 -1.25 -0.065 0.001 0.156
Si -3.231 -2.333 -0.814 0.137 0.014 0.095
Si -2.442 2.967 -0.14 -0.078 -0.058 0.693
Si -5.742 5.136 0.006 0.256 0.489 0.074
Si -3.78 -7.337 1.325 0.027 -0.039 -0.032
Si -5.132 -6.145 -4.893 -0.062 0.028 -0.124
Si 0.041 -6.232 -2.853 0.146 0.11 0.124
Si -1.234 1.467 1.252 0 -0.02 -0.111
Si 1.278 4.252 1.643 0.133 -0.143 0.574
Si -1.941 7.311 1.374 -0.189 0.221 0.415
Si 1.403 9.597 1.419 -0.015 0.042 -0.063
Si -1.35 -4.026 1.231 0.296 -0.432 0.296
Si 1.459 -1.391 1.287 0.032 -0.026 0.005
Si 4.218 1.146 1.331 -0.272 0.37 0.191
Si 6.717 3.936 1.397 -0.236 0.417 0.378
Si 4.119 6.835 1.451 0 0.039 -0.051
Si 6.751 -6.716 1.38 -0.049 0.058 -0.009
Si 3.962 -4.182 1.709 -0.015 -0.008 0.063
Si -8.887 -1.831 1.539 0.111 -0.269 0.559
Si -6.403 1.012 1.248 -0.081 0.042 -0.068
Si -4.041 4.088 1.244 0.02 -0.028 -0.042
Si -6.893 6.603 1.475 -0.044 0.09 -0.014
Si -5.208 -7.164 -0.607 0.338 -0.162 0.592
Si -7.192 -3.592 1.489 -0.213 0.211 0.544
Si -4.538 -0.669 1.346 -0.251 0.095 0.539
Si -2.72 0.173 2.629 0.02 -0.022 -0.002
Si -0.011 2.722 2.815 0.012 0.045 0.014
Si -2.792 5.501 2.673 0.056 0.023 0.038
Si -0.092 8.214 2.618 -0.006 -0.061 0.02
Si -2.751 -5.483 2.515 -0.041 -0.006 -0.027
Si -0.041 -2.653 2.674 0.074 -0.056 -0.087
Si 2.75 -0.047 2.717 -0.024 0.059 -0.012
Si 5.471 2.546 2.798 -0.009 0.067 -0.093
Si 2.745 5.557 2.861 0.026 -0.019 0.051
Si 5.521 -8.171 2.797 -0.016 0.011 0
Si 2.625 -5.505 3.018 -0.015 0.035 0.014
Si 5.518 -2.736 2.718 0.05 0.087 -0.034
Si -7.986 -0.021 2.74 -0.005 -0.006 -0.021
Si -5.393 2.689 2.619 0 -0.031 0.057
Si -8.25 5.294 2.789 -0.015 -0.059 0.012
Si -5.445 8.023 2.732 0.045 -0.007 0.003
Si -8.182 -5.363 2.72 0.071 -0.001 -0.034
Si -5.427 -2.536 2.632 0.014 0.009 -0.027
Si -1.418 -1.292 3.998 -0.045 0.001 -0.015
Si 1.372 1.319 4.083 0.046 0.039 0.015
Si -1.403 4.146 4.063 0.007 -0.009 0.014
Si 1.265 6.878 4.09 -0.022 -0.011 0.022
Si -1.39 9.587 4.023 0.025 0 0.032
Si 1.261 -4.01 4.153 0.016 -0.042 0.046
Si 4.153 -1.359 4.07 -0.002 -0.006 0.033
Si 6.906 1.283 4.112 0.006 -0.017 0.048
Si 4.097 4.037 4.079 -0.032 -0.01 0.04
Si 6.816 6.753 4.145 0.018 -0.011 0.008
Si 4.096 -6.878 4.197 -0.025 0.021 -0.01
Si 6.79 12.23 4.157 0.032 0.022 0.013
Si -6.703 -1.322 4.183 -0.044 0.005 0.032
Si -4.026 1.462 4.093 -0.018 -0.027 0.005
Si -6.782 3.986 4.054 0.021 0.03 0.004
Si -4.133 6.73 4.156 0 -0.006 0.002
Si -6.786 -6.8 3.991 -0.008 -0.003 -0.006
Si -4.084 -4.052 3.887 0.002 -0.018 0.015
Si -0.028 -0.008 5.419 0.029 0.024 -0.023
Si 2.717 2.703 5.439 -0.015 0.007 0.004
Si -0.032 5.468 5.437 0.016 -0.013 0.04
Si 2.669 -8.181 5.501 0.035 0.005 -0.004
Si -0.072 -5.412 5.471 -0.002 0.032 -0.007
Si 2.736 -2.692 5.434 -0.002 -0.024 -0.027
Si 5.492 -0.023 5.46 -0.047 -0.009 0.02
Si 8.209 2.671 5.469 0.016 0.024 0.015
Si 5.435 5.399 5.47 -0.009 -0.007 -0.016
Si 8.199 8.164 5.423 0.018 -0.021 0.006
Si 5.441 10.86 5.506 -0.018 0.008 -0.007
Si 8.188 -2.708 5.463 -0.003 -0.012 0.014
Si -5.354 0.06 5.479 0.016 -0.021 0.002
Si -2.711 2.794 5.474 -0.012 0.037 -0.004
Si -5.477 5.366 5.476 -0.002 -0.018 -0.001
Si -2.728 8.171 5.396 0.025 0.027 -0.024
Si -5.423 -5.409 5.332 -0.018 0.015 -0.008
Si -2.743 -2.716 5.338 0.007 -0.048 0.009
Si -1.353 1.37 12.253 0.002 0.024 0.004
Si 1.36 4.053 12.252 0.042 -0.015 -0.018
Si -1.366 6.791 12.243 0.019 -0.004 -0.004
Si 1.338 -6.793 12.222 -0.031 0.025 -0.007
Si -1.365 -4.06 12.235 -0.01 0.01 -0.003
Si 1.377 -1.35 12.225 0.017 -0.009 0.003
Si 4.079 1.381 12.251 -0.033 0.013 -0.01
Si 6.798 4.073 12.252 0.011 -0.017 0
Si 4.06 -9.528 12.238 -0.012 0.009 0.011
Si 6.809 9.503 12.228 0.023 -0.021 0.001
Si 4.087 -4.076 12.221 0.009 -0.013 -0.003
Si 6.798 -1.335 12.235 -0.018 0.003 -0.003
Si -6.79 1.364 12.252 0.01 -0.016 -0.012
Si -4.091 4.09 12.245 -0.023 0.023 -0.012
Si -6.824 6.799 12.243 -0.01 0.015 -0.007
Si -4.08 9.511 12.229 0.024 -0.011 0.003
Si -6.789 -4.064 12.229 -0.023 -0.012 0.008
Si -4.055 -1.362 12.261 0.002 -0.015 -0.005
Si -2.704 0.015 13.622 -0.012 -0.019 -0.004
Si 0.008 2.701 13.639 0.006 0.005 -0.006
Si -2.726 5.432 13.612 0.006 -0.007 -0.002
Si -0.008 8.158 13.593 0.017 -0.009 -0.002
Si -2.724 -5.441 13.573 0.003 0.009 -0.001
Si 0.018 -2.701 13.58 0.001 0 -0.013
Si 2.709 0.023 13.595 0.029 0.001 -0.004
Si 5.442 2.73 13.626 -0.009 0.009 -0.008
Si 2.716 5.414 13.604 -0.053 -0.024 -0.008
Si 5.44 -8.181 13.585 0.004 -0.003 0.004
Si 2.709 -5.433 13.568 -0.012 -0.008 -0.014
Si 5.427 -2.69 13.582 0.012 0.001 0.004
Si -8.164 0.021 13.611 0.002 0.013 -0.005
Si -5.446 2.735 13.619 0.004 -0.003 -0.006
Si -8.175 5.435 13.616 0.001 0.013 -0.011
Si -5.446 8.149 13.583 -0.024 -0.008 -0.009
Si -8.151 -5.431 13.562 0 0.006 -0.008
Si -5.423 -2.724 13.611 0.004 0.004 -0.004
Si -1.296 -1.324 14.961 0.023 0.015 0.012
Si 1.355 1.325 15.017 -0.02 -0.031 0.008
Si -1.369 4.063 14.976 0.001 -0.007 -0.003
Si 1.335 6.764 14.941 0.032 -0.001 -0.014
Si -1.376 -6.795 14.938 0.015 -0.019 -0.015
Si 1.371 -4.059 14.939 0.007 0.018 0.004
Si 4.072 -1.311 14.949 -0.024 0.001 -0.01
Si -9.521 1.377 14.996 0.01 -0.014 0.001
Si 4.087 4.089 14.997 0.018 0.019 -0.001
Si -9.566 6.758 14.981 -0.009 -0.018 0.019
Si 4.063 -6.811 14.905 -0.004 0.02 0.009
Si -9.513 -4.061 14.898 0.005 -0.002 -0.013
Si -6.789 -1.342 14.945 0.013 0.004 -0.006
Si -4.072 1.384 14.975 -0.013 0.015 -0.002
Si -6.821 4.083 14.989 -0.012 0.002 -0.001
Si -4.108 6.782 14.959 -0.016 0.017 -0.016
Si -6.778 9.546 14.919 -0.004 0.009 -0.014
Si -4.07 -4.112 14.963 -0.003 -0.043 0.004
Si 0.014 -0.016 16.461 -0.01 0.01 -0.002
Si 2.739 2.699 16.317 -0.022 0.001 -0.003
Si -0.073 5.472 16.328 0.001 -0.029 0.002
Si 2.79 8.051 16.252 -0.051 -0.048 -0.026
Si 0.058 -5.488 16.265 -0.017 0.026 -0.001
Si 2.653 -2.604 16.299 0.01 0.002 -0.025
Si 5.462 -0.015 16.342 0.005 0.024 0.01
Si -8.224 2.786 16.381 0.013 0.02 -0.01
Si 5.411 5.419 16.446 0.015 0.017 -0.023
Si -8.181 8.194 16.201 -0.002 -0.006 -0.023
Si 5.363 -5.354 16.209 0.009 -0.033 -0.005
Si -8.118 -2.749 16.269 -0.005 -0.011 -0.02
Si -5.472 0.057 16.311 0.005 -0.029 -0.025
Si -2.669 2.672 16.371 0.014 -0.014 -0.044
Si -5.415 5.387 16.346 -0.015 0.027 0.039
Si -2.804 -8.105 16.284 0.008 0.016 -0.027
Si -5.429 -5.469 16.357 -0.003 -0.005 -0.024
Si -2.64 -2.742 16.223 -0.008 0.017 0.003
Si -1.342 1.35 17.843 -0.005 0.019 -0.011
Si 1.344 4.087 17.592 0.012 -0.011 -0.002
Si -1.513 6.862 17.642 0.038 -0.022 0.036
Si 1.435 -6.93 17.537 -0.004 -0.004 0.006
Si -1.266 -4.091 17.595 0.055 0.031 0.034
Si 1.363 -1.377 17.879 0.013 -0.036 0.011
Si 4.103 1.35 17.707 -0.002 0.016 0.041
Si -9.584 4.069 17.879 0.037 -0.062 -0.005
Si 4.064 6.799 17.819 0.005 0.041 -0.012
Si -9.589 9.58 17.467 0.009 -0.008 0.003
Si 4.035 -3.939 17.571 0.043 0.033 -0.018
Si 6.852 -1.43 17.637 -0.041 0.013 0.041
Si -6.868 1.421 17.699 0.008 -0.013 0.06
Si -4.032 3.987 17.733 -0.039 0.024 0.043
Si -6.825 6.843 17.544 -0.023 0.039 -0.008
Si -4.09 -6.805 17.785 0.01 -0.036 0.015
Si -6.779 -4.08 17.675 0.018 0.019 -0.01
Si -4.005 -1.343 17.491 0.057 0.003 0.018
Si -2.714 -0.159 19.07 0.006 0.017 0.047
Si 0.069 2.807 19.094 -0.022 0.005 0.066
Si -2.802 5.477 19.105 -0.039 0.007 0.033
Si -0.025 8.147 18.917 -0.007 0.044 0.001
Si -2.626 -5.37 19 -0.059 0.004 0.073
Si 0.033 -2.888 19.188 0.036 0.013 0.082
Si 2.774 0.049 19.167 0.007 0.029 0.027
Si 5.367 2.625 19.276 -0.03 -0.018 0.025
Si 2.621 5.373 19.085 0.03 -0.022 0.066
Si 5.49 8.313 19.008 0.018 -0.021 0.05
Si 2.76 -5.459 18.771 0.013 -0.035 -0.009
Si 5.442 -2.701 19.037 -0.028 -0.009 -0.031
Si -8.218 -0.013 19.02 -0.025 -0.015 0.026
Si -5.414 2.637 19.122 0.042 -0.032 -0.026
Si -8.167 5.6 19 -0.05 0.058 0.058
Si -5.526 -8.23 19.064 -0.003 -0.02 0.055
Si -8.277 -5.433 18.877 -0.008 0.037 0.034
Si -5.315 -2.67 18.871 -0.021 -0.039 0.036
Si -0.568 -3.826 24.479 0.014 -0.003 -0.014
Si 1.807 1.827 20.404 -0.005 -0.005 0.004
Si -0.913 4.66 20.245 0.16 0.097 -0.528
Si 0.799 6.387 20.212 -0.011 -0.009 -0.017
Si -0.871 -6.388 20.192 0.261 0.222 -0.557
Si 1.029 -4.838 20.249 -0.064 -0.067 0.039
Si 4.533 -0.981 20.391 0.15 0.153 -0.491
Si -10.016 0.727 20.442 0.06 0.014 0.093
Si 3.503 3.585 20.426 -0.112 -0.139 -0.525
Si -9.054 7.446 20.262 0.349 0.059 -0.669
Si -0.086 -8.024 24.616 -0.044 0.033 -0.057
Si 6.434 -4.434 20.302 0.026 -0.074 0.033
Si -6.35 -0.965 20.08 0.146 0.218 -0.492
Si -4.57 0.67 20.284 -0.184 0.056 -0.663
Si -6.416 4.532 20.111 0.003 -0.006 0.029
Si -4.701 6.261 20.372 0.029 0.081 -0.07
Si -7.292 -7.121 20.145 -0.241 -0.36 -0.526
Si -3.568 -3.557 20.193 0.333 0.189 -0.622
Si -7.4 2.353 23.562 -0.011 0.356 -0.393
Si -7.218 4.263 22.28 0.221 -0.269 -0.387
Si -5.239 -5.871 -7.762 -0.172 0.077 -0.02
Si 2.692 4.826 22.989 0.113 0.022 0.005
Si 1.47 -4.579 -5.062 0.047 -0.144 -0.047
Si 5.214 6.947 25.398 0.525 0.048 0.316
Si -9.42 6.287 23.084 -0.042 -0.08 -0.114
Si -5.917 1.809 -7.386 0.033 -0.087 -0.085
Si 1.455 7.322 22.25 -0.165 -0.221 -0.509
Si -7.823 3.838 -6 -0.023 0.013 0.003
Si -8.899 -3.877 22.497 0.03 -0.049 0.136
Si 2.372 -5.906 21.932 -0.391 0.36 -0.391
Si 0.083 2.768 -6.994 0.025 -0.033 0.1
Si -10.659 5.093 -2.821 -0.084 0.09 -0.019
Si -2.577 1.685 -2.954 -0.036 -0.021 0.098
Si -10.677 3.916 -7.458 -0.02 -0.106 -0.1
Si -4.089 5.373 -8.635 0.112 0.053 -0.092
Si -4.319 -4.53 23.113 0.017 -0.046 -0.043
Si 4.522 -1.419 23.503 0.13 0.024 -0.171
Si 1.812 -5.47 24.814 0.064 0.032 0.061
Si 3.095 2.395 -7.002 0.058 0.045 -0.07
Si 0.957 1.175 22.523 0.293 0.141 -0.558
Si -8.089 -6.927 -4.715 -0.039 0.044 -0.137
Si 4.611 -3.902 -1.318 0.03 -0.452 0.354
Si 0.932 4.879 -2.96 0.581 0.167 -0.238
Si -9.988 -4.674 -8.862 -0.084 -0.004 -0.018
Si -1.151 -1.033 -2.438 0.003 0.084 -0.043
Si -1.852 -6.282 23.13 -0.039 -0.021 -0.017
Si -3.545 0.435 23.338 -0.134 -0.024 -0.163
Si -8.872 -2.113 -5.254 0.057 0.052 -0.076
Si -0.281 3.812 22.957 -0.011 -0.039 0.045
Si 4.81 6.654 -8.561 -0.047 0.012 -0.044
Si -6.162 -0.148 24.51 -0.037 -0.087 0.071
Si -5.172 6.499 22.699 0.204 -0.156 -0.676
Si -1.756 -1.925 20.416 0.03 0.011 0.044
Si -2.319 7.961 -9.139 -0.006 -0.11 -0.047
Si -7.878 -1.644 22.714 -0.742 0.05 -0.132
Si 2.694 0.475 24.982 0.048 0.066 -0.01
Si 2.893 5.764 -4.032 -0.489 -0.241 0.382
Si -1.814 -6.426 -6.845 -0.062 0.031 -0.053
Si 0.038 6.044 -8.981 -0.43 -0.547 -0.18
Si -10.185 -3.934 24.485 0.264 0.003 -0.568
Si -9.927 -4.798 -5.764 -0.04 -0.036 -0.033
Si -1.518 -1.799 -8.959 -0.055 -0.002 0.02
Si -10.406 -0.005 -3.564 -0.101 0.021 -0.033
Si -6.232 -3.392 -4.073 0.046 -0.007 0.038
Si 4.634 -6.097 20.112 0.27 0.026 -0.581
Si -5.96 6.249 -6.448 -0.059 0.04 -0.114
Si -9.381 0.295 22.717 0.367 -0.273 -0.71
Si -1.235 0.099 -6.676 0.015 0.084 -0.075
Si -3.257 -3.728 -7.234 -0.118 -0.052 -0.113
Si -7.198 -5.47 22.791 -0.468 0.477 -0.132
Si -7.219 -8.137 24.013 0.1 0.043 -0.088
Si -3.102 2.439 25.411 0.28 0.634 0.13
Si -1.352 1.382 6.787 -0.028 -0.01 -0.009
Si 1.346 4.081 6.779 -0.01 0.029 0.004
Si -1.379 6.83 6.798 -0.01 -0.005 0.008
Si 1.33 -6.771 6.815 0.001 0.001 -0.011
Si -1.416 -4.041 6.789 -0.012 -0.01 0.014
Si 1.358 -1.344 6.787 -0.002 -0.03 -0.01
Si 4.102 1.356 6.792 0.056 0.004 -0.017
Si 6.826 4.055 6.804 0.028 -0.011 -0.011
Si 4.05 6.758 6.818 -0.053 -0.011 -0.002
Si 6.824 9.497 6.816 0.02 -0.014 -0.009
Si 4.064 -4.076 6.815 -0.002 0.013 0.009
Si 6.821 -1.378 6.836 0.036 0.022 0.007
Si -6.756 1.354 6.848 -0.023 0.002 0.017
Si -4.09 4.079 6.858 -0.005 0.007 0.002
Si -6.8 6.789 6.804 -0.005 0.021 -0.007
Si -4.087 -6.774 6.74 -0.017 0.022 -0.008
Si -6.77 -4.094 6.774 0.011 0.006 -0.009
Si -4.041 -1.365 6.786 0.005 -0.002 -0.001
Si -2.696 0.004 8.153 0.003 -0.005 -0.002
Si -0.001 2.729 8.158 0.016 0.008 0.01
Si -2.726 5.465 8.172 -0.014 0.004 0.013
Si -0.014 -8.149 8.167 -0.01 -0.007 0
Si -2.751 -5.426 8.142 0.003 0.011 0.005
Si -0.009 -2.707 8.141 0.009 -0.016 0
Si 2.721 0.009 8.149 -0.022 0.017 -0.009
Si 5.454 2.712 8.163 -0.016 0.007 0.008
Si 2.698 5.417 8.176 0.024 -0.014 0.015
Si 5.432 8.138 8.152 -0.008 0.004 -0.012
Si 2.702 -5.429 8.171 0.004 0.001 0.009
Si 5.441 -2.729 8.174 0.011 0.001 0.001
Si -8.141 -0.005 8.182 0.006 -0.009 0.009
Si -5.429 2.717 8.217 0.006 -0.009 0.006
Si -8.164 5.439 8.168 -0.008 -0.003 -0.005
Si -5.429 -8.147 8.129 0.016 -0.006 -0.003
Si -8.136 -5.444 8.153 0.004 0.005 0.002
Si -5.425 -2.718 8.142 -0.02 -0.004 0.007
Si -1.344 -1.345 9.519 0.011 0.017 0.004
Si 1.364 1.367 9.514 0.021 0.012 0.006
Si -1.364 4.089 9.521 0.002 0.007 -0.003
Si 1.344 -9.524 9.525 0.004 -0.007 -0.004
Si -1.381 -6.784 9.507 0.001 0.011 0.001
Si 1.343 -4.066 9.515 -0.004 -0.005 0.011
Si 4.082 -1.35 9.514 0.002 -0.018 0.001
Si 6.81 1.36 9.528 0.005 0.005 -0.002
Si 4.081 4.069 9.52 -0.019 -0.002 0.006
Si 6.785 6.787 9.524 -0.004 -0.01 0.002
Si 4.076 9.516 9.51 -0.005 0.001 0
Si 6.815 -4.088 9.52 -0.003 -0.013 -0.001
Si -6.779 -1.366 9.527 -0.008 0.004 -0.002
Si -4.059 1.344 9.543 -0.024 -0.007 0.003
Si -6.805 4.088 9.539 0.017 0.001 0.01
Si -4.089 6.819 9.521 0.012 0.016 0.003
Si -6.787 -6.804 9.511 -0.008 -0.011 0.001
Si -4.085 -4.073 9.52 0.001 -0.01 0.006
Si 0.007 0.014 10.883 0.001 -0.022 -0.003
Si 2.721 2.717 10.878 0.009 -0.001 0.004
Si -0.001 5.428 10.896 -0.007 -0.003 0.007
Si 2.709 -8.16 10.874 0.009 -0.007 0.003
Si -0.02 -5.427 10.869 0.007 -0.008 -0.002
Si 2.723 -2.714 10.864 -0.018 0.005 -0.006
Si 5.434 0.016 10.882 0 0.012 0.004
Si 8.163 2.72 10.894 -0.005 0.018 -0.006
Si 5.431 5.429 10.89 -0.004 0.005 0
Si 8.161 8.153 10.86 -0.004 0.003 -0.011
Si 5.447 10.869 10.872 0.004 -0.001 0.001
Si 8.162 -2.709 10.88 0.018 0.003 -0.004
Si -5.425 -0.01 10.903 0.001 -0.005 0.002
Si -2.716 2.728 10.894 0.009 -0.009 -0.005
Si -5.448 5.454 10.887 -0.009 0.009 -0.006
Si -2.718 8.162 10.876 -0.011 -0.002 -0.006
Si -5.438 -5.439 10.877 -0.004 0.006 0
Si -2.715 -2.707 10.869 0.003 -0.005 -0.008
O -0.51 -0.89 -0.97 -0.045 -0.356 0.23
O 1.184 1.101 -1.079 0.03 0.058 -0.081
O 3.369 2.532 -1.551 0.242 -0.024 -0.539
O -0.345 5.055 -3.952 -0.049 0.553 -0.35
O -1.477 4.168 -0.726 -0.132 0.093 -0.49
O 3.012 -8.074 -1.245 0.008 -0.376 -0.043
O 1.111 -7.441 -2.892 -0.221 -0.555 0.063
O -6.525 7.463 -7.386 0.407 -0.314 -0.256
O 5.281 -2.484 -0.894 0.349 -0.068 -0.204
O -0.613 -1.121 -5.853 -0.226 -0.476 0.072
O 2.597 5.755 -5.629 -0.072 -0.567 -0.183
O -8.862 7.564 -1.061 -0.371 -0.07 0.109
O -6.8 -7.199 -0.233 -0.088 0.408 -0.03
O 3.003 -3.553 -1.238 -0.477 -0.045 -0.559
O -8.754 -5.459 -4.854 0.336 0.265 0.221
O -4.44 -3.302 -1.17 -0.104 0.055 -0.434
O -2.875 7.402 -3.739 0.293 -0.099 0.365
O -2.987 2.132 -1.447 -0.527 0.01 -0.095
O -6.579 3.817 -0.534 -0.102 0.276 -0.556
O -5.081 -5.747 -1.368 0.15 0.164 -0.677
O -0.251 -6.34 -7.122 -0.218 0.125 0.122
O -2.36 -3.059 -8.399 -0.152 -0.155 -0.247
O 2.017 3.459 0.423 -0.317 -0.301 -0.111
O 0.229 5.298 0.957 -0.197 0.47 0.075
O -1.514 6.792 -0.157 -0.39 0.422 -0.654
O 0.362 -5.298 -4.129 -0.26 -0.025 -0.21
O -9.087 -1.168 0.031 0.657 0.049 -0.559
O -8.846 2.894 0.353 -0.066 -0.429 0.162
O -6.713 -4.083 -0.007 -0.075 -0.088 -0.061
O -2.475 -1.934 -2.193 -0.329 -0.297 -0.54
O -3.883 -1.015 -0.131 -0.078 0.549 -0.127
O 3.093 7.317 -3.643 0.204 0.242 -0.104
O -2.25 -3.076 0.233 -0.138 0.008 0.026
O 0.309 -0.313 22.42 0.121 -0.367 0.13
O 3.748 4.093 21.995 0.466 -0.215 0.174
O -10.822 -5.317 25.049 0.234 -0.233 -0.35
O -6.843 -6.18 -7.692 -0.297 0.418 0.15
O -5.25 -2.108 -4.18 0.251 0.27 0.642
O 0.945 5.929 -7.644 -0.239 -0.572 -0.059
O -0.047 1.179 -6.766 0.551 -0.297 0.266
O -6.428 1.058 23.441 0.075 0.102 -0.394
O -5.487 -4.569 -4.896 0.487 0.252 -0.235
O -4.576 5.615 -2.955 0.304 -0.829 0.093
O -8.685 -7.712 -3.451 -0.495 0.241 0.269
O -2.393 -4.939 -6.607 0.297 0.197 0.243
O -10.51 -0.11 -1.962 -0.046 0.589 0.295
O -4.566 -0.345 24.352 0.132 -0.231 0.465
O 4.325 3.401 -6.646 -0.019 0.539 0.484
O 5.219 5.465 -1.321 0 0.469 -0.025
O -3.768 -3.388 24.121 -0.062 0.427 -0.45
O -1.778 -0.464 -8.094 -0.251 0.186 -0.421
O 2.262 1.192 -3.507 -0.151 -0.332 -0.111
O -0.52 -2.435 23.655 0.391 -0.026 0
O -1.307 4.329 21.818 -0.365 0.161 -0.012
O 1.954 -0.944 -4.927 0.316 -0.143 0.124
O -4.68 -6.562 -6.402 0.57 -0.452 0.199
O 4.833 -4.035 -8.834 -0.203 0.229 0.344
O -3.274 1.939 23.878 -0.005 0.471 -0.246
O 1.8 -7.427 22.022 -0.249 -0.159 -0.127
O 3.286 -0.907 24.398 -0.309 -0.278 0.034
O -2.828 4.354 -8.581 -0.071 -0.611 0.188
O 3.127 1.126 -6.023 -0.035 -0.307 0.124
O -3.513 -2.582 -6.127 0.566 -0.003 0.503
O 4.15 -1.546 21.916 -0.428 -0.435 -0.117
O -2.476 0.812 -5.94 0.062 0.422 0.187
O -7.609 -2.945 -4.74 -0.056 -0.148 0.216
O -4.921 7.894 -1.595 0.606 -0.066 0.157
O -6.73 -1.566 21.558 0.287 -0.058 0.184
O 0.806 -3.199 -5.537 0.021 0.134 -0.462
O -6.056 5.163 23.035 -0.095 -0.263 0.529
O 0.842 -4.221 25.195 0.194 0.394 0.476
O 1.968 -5.557 -6.264 0.225 -0.081 -0.34
O -10.638 8.007 -8.548 -0.167 0.297 0.16
O -6.185 7.778 22.833 0.064 0.372 -0.404
O -4.227 -3.94 21.632 -0.135 0.18 0.056
O -8.88 1.647 23.53 -0.524 0.086 0.367
O -4.924 5.325 -7.27 0.196 -0.287 0.15
O -2.49 -7.122 -8.128 -0.196 0.389 -0.034
O -7.421 -1.656 -8.946 0.227 0.327 -0.174
O -0.949 -4.958 23.377 0.358 0.018 -0.569
O 0.95 -6.812 24.735 0.046 0.056 0.104
O -1.511 0.456 -2.959 0.473 0.078 -0.231
O -8.441 7.146 24.034 -0.119 -0.134 0.364
O 1.056 3.297 -2.586 -0.628 -0.044 -0.022
O -0.837 7.392 -8.85 0.349 0.507 0.068
O -8.44 -1.245 -6.55 -0.518 0.479 -0.14
O 4.328 5.033 -3.748 0.032 -0.404 -0.348
O 0.503 5.705 -1.612 0.429 0.414 0.012
O -4.134 0.648 21.857 0.196 -0.08 0.296
O -5.013 1.546 -6.08 -0.252 0.436 0.188
O -9.591 6.223 -3.269 -0.043 0.102 -0.269
O 4.434 -0.15 -4.196 0.063 -0.308 0.015
O -8.705 4.905 22.635 -0.16 -0.138 -0.256
O -6.763 -6.23 21.425 0.388 -0.04 -0.026
O 1.654 3.126 -6.843 -0.021 0.657 0.195
O -3.906 -6.494 -3.92 -0.002 0.137 0.569
O -4.912 2.051 -8.641 0.246 0.463 0.053
O -1.545 -7.408 24.253 -0.322 -0.102 0.461
O -7.764 -6.635 23.787 -0.3 -0.012 0.577
O -10.633 -0.292 23.587 -0.123 0.272 0.486
O 2.078 1.264 23.703 0.083 0.183 0.108
O -7.009 -1.479 24.112 -0.25 -0.515 0.171
O 2.815 -4.21 -4.255 0.168 0.379 0.27
O -9.638 -5.07 -7.328 0.389 -0.258 0.157
O 4.988 -5.411 -5.243 -0.223 -0.564 -0.503
O -4.106 6.635 23.912 0.329 0.259 -0.031
O -7.86 3.198 -4.5 0.571 0.193 0.038
O -0.247 2.194 22.947 -0.66 -0.186 0.298
O -7.013 6.627 -2.651 -0.037 -0.004 -0.529
O -3.47 6.853 -8.869 -0.033 0.36 0.094
O -6.491 -6.896 -4.468 0.108 -0.409 0.483
O 4.884 -0.107 0.454 -0.329 -0.301 0.196
O -1.98 -7.316 -5.525 0.124 -0.688 -0.244
O -9.33 3.725 -6.596 -0.076 -0.188 0.172
O -0.872 3.619 -6.017 -0.131 0.294 -0.051
O 3.378 6.914 -7.883 0.015 0.331 0.039
O 4.994 -4.281 -2.85 0.431 0.017 -0.268
O -2.194 -0.436 23.308 0.003 -0.183 0.301
O 3.595 -6.491 -3.266 0.217 -0.043 0.316
O -4.996 6.761 -5.233 0.006 0.597 -0.069
O 0.081 -2.066 -8.974 0.353 -0.335 0.767
O -9.721 7.116 21.734 -0.477 0.368 0.106
O -9.456 -1.181 -4.098 0.101 -0.067 0.38
O -1.46 -6.814 -2.973 -0.415 -0.219 0.644
O -0.718 4.393 24.38 0.521 0.127 -0.085
O -0.093 -1.752 -3.423 0.109 0.044 0.29
O 4.971 -2.828 24.16 -0.366 -0.167 0.27
O -8.416 -7.681 -6.11 -0.198 -0.228 0.139
O 1.609 8.125 -6.324 -0.184 0.009 0.463
O 1.735 -7.012 -8.585 -0.103 -0.22 -0.089
O 3.304 1.921 -8.545 -0.343 -0.384 -0.173
O -10.006 -3.195 -5.612 -0.498 0.317 -0.212
O 0.181 -5.406 -1.472 -0.275 0.22 -0.279
O -10.734 6.112 24.021 -0.501 -0.158 -0.375
O -3.415 -5.881 23.208 -0.267 -0.457 -0.11
O 2.383 -5.141 23.346 0.23 0.424 0.026
O -3.883 1.165 -3.763 -0.542 0.295 0.042
O -6.982 3.158 24.908 -0.355 0.398 0.391
O -6.903 0.577 -7.711 -0.364 0.168 -0.331
O -7.92 2.133 -2.005 0.14 -0.485 -0.243
O 3.959 -6.116 21.612 0.42 0.171 0.351
O 4.775 -7.843 24.977 0.019 0.024 -0.321
O -6.523 8.051 25.457 0.357 -0.314 0.11
O -9.658 1.376 -3.923 -0.206 0.064 -0.428
O -5.831 -1.603 -6.767 0.109 -0.188 -0.002
O -6.534 -3.884 -2.578 -0.571 0.151 0.053
O -0.477 3.024 -8.48 0.242 -0.209 -0.437
O -10.756 5.497 -7.74 0.346 -0.019 0.062
O -4.678 -4.338 -7.774 -0.315 0.54 0.184
O 0.354 7.269 23.45 -0.547 -0.706 0.116
O 2.904 4.413 24.522 0.094 -0.621 0.078
O -2.837 5.075 -4.918 -0.079 -0.297 -0.048
O -7.221 5.353 -5.93 -0.272 0.447 0.595
O -9.889 3.687 -2.833 -0.401 -0.201 -0.062
O -10.704 3.099 -8.876 0.518 -0.259 -0.039
O -1.418 -6.863 21.683 0.079 -0.473 0.079
O -5.851 -4.866 23.463 0.055 0.048 0.31
O -1.91 2.938 -3.7 0.317 -0.217 0.185
O 1.204 4.325 22.554 -0.021 -0.174 -0.637
O -6.856 3.061 -7.036 -0.112 0.259 -0.183
O 2.738 6.439 22.774 0.462 0.428 0.414

Results
total energy: -109100.614 eV
total energy less fixed offsets of O -438.25, Si -107.07 eV per atom: 2.836 eV
